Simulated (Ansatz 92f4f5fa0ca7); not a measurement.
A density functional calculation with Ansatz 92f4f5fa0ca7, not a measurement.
Periodic cell of 215 atoms, Si131O82P2, from a study of silicon, its oxide and their interface. The atomic structure is a simulated model.
Doubt: the cutoff is far below the 930 eV that the study's wrapper takes by default for these files, so forces and energies are approximate.
This geometry differs little from another in the collection (a relaxation step or a small displacement).

Settings
functional: PBE
potential files: Ansatz PAW
basis: plane waves
wave-function cutoff: 580 eV
density cutoff ratio: 5
exchange-correlation grid ratio: 1
k mesh: 1 x 1 x 1, Gamma-centred
self-consistency stop: 5e-08 eV per atom in the density residual
occupations: fixed
spin: none
net charge: 0

Cell vectors (angstrom)
a  10.938  0  0
b  0  10.938  0
c  0  0  31.5432

Atoms and the computed forces on them: element, x, y, z (angstrom), force x, y, z (eV/angstrom)
Si  10.4066  0.5318  24.2072  0.054  0.0132  0.0278
P  6.0744  10.5046  24.301  0.0313  -0.0637  0.0946
Si  2.0938  3.2696  24.08  -0.0252  0.0239  -0.0265
Si  8.7146  2.2636  24.2958  -0.03  0.0113  0.0015
Si  0.4615  5.093  24.1474  0.032  -0.0162  -0.0042
Si  5.1432  5.9196  24.22  -0.1032  -0.0533  -0.0618
Si  3.4603  7.6573  24.1513  0.0034  0.0695  0.019
P  7.8636  8.8146  23.6799  0.1124  -0.0891  -0.2624
Si  1.2799  1.4635  25.4116  0.0282  0.0029  -0.0098
Si  6.8949  1.3482  25.5156  0.0019  -0.0072  -0.051
Si  4.0113  4.1406  25.2998  0.0333  0.0086  0.0355
Si  9.6434  4.1127  25.4423  -0.0025  -0.0093  -0.0341
Si  1.4952  6.8545  25.3325  0.0133  -0.0024  -0.0192
Si  6.9196  6.9878  25.3411  0.0363  0.0594  -0.059
Si  4.2271  9.5564  25.3921  -0.011  0.0038  -0.0635
Si  9.4105  9.6185  25.3015  0.0049  -0.0088  -0.1212
Si  2.7288  0.0233  26.6358  0.0119  -0.0164  0.0439
Si  8.2138  -0.0463  26.8872  -0.0877  0.0446  -0.0217
Si  -0.0004  2.7686  26.8985  -0.0088  0.0027  -0.068
Si  5.3986  2.7677  26.6738  0.0185  -0.0117  0.035
Si  2.736  5.4706  26.816  -0.0238  -0.0161  -0.0601
Si  8.1811  5.5013  26.6806  0.0845  0.0313  -0.0247
Si  -0.0313  8.2252  26.574  0.0481  -0.0359  0.0779
Si  5.5274  8.1789  26.8265  0.0156  0.1254  -0.0484
Si  4.0868  1.3637  28.0743  -0.0102  -0.0036  -0.0213
Si  9.5643  1.3766  28.1929  0.0097  -0.017  0.0936
Si  1.3785  4.1278  28.1954  0.0093  0.0171  0.0954
Si  6.8168  4.1109  28.0602  -0.0851  0.0211  -0.0477
Si  4.095  6.8486  28.154  0.0361  -0.0876  0.0269
Si  9.5909  6.8409  28.0489  -0.0048  0.0289  -0.0253
Si  1.3458  9.5762  28.0184  0.0038  0.0211  -0.0488
Si  6.8303  9.5515  28.2088  0.0072  -0.0341  0.1037
Si  0.0198  -0.0152  29.4845  -0.0157  0.0118  0.019
Si  5.451  0.0175  29.499  -0.0104  -0.0008  -0.0339
Si  2.7454  2.7268  29.4985  0.0084  -0.0123  -0.0097
Si  8.1636  2.7572  29.491  0.0517  -0.0019  -0.0059
Si  -0.0145  5.4963  29.4998  0.0069  -0.0065  -0.0318
Si  5.4749  5.4681  29.4847  -0.01  0.0085  0.0248
Si  2.7042  8.2247  29.4701  0.0012  0.0486  -0.004
Si  8.2355  8.1789  29.4985  -0.008  -0.0048  -0.0148
Si  1.3673  1.3673  30.8594  0.1066  -0.0976  0.0251
Si  6.8362  1.3673  30.8594  -0.1926  0.0678  0.0245
Si  4.1018  4.1018  30.8594  0.1513  -0.0621  0.0213
Si  9.5708  4.1018  30.8594  -0.1577  0.1038  -0.1174
Si  1.3673  6.8362  30.8594  -0.0708  0.1692  -0.0414
Si  6.8362  6.8362  30.8594  0.1105  -0.1174  0.0256
Si  4.1018  9.5708  30.8594  -0.1971  0.0839  -0.1193
Si  9.5708  9.5708  30.8594  0.1431  -0.086  0.0455
Si  2.7345  0  0.6835  0.0827  -0.0988  0.0679
Si  8.2035  0  0.6835  -0.1678  0.0415  -0.0355
Si  0  2.7345  0.6835  -0.1723  0.1244  -0.0105
Si  5.469  2.7345  0.6835  0.0608  -0.1121  0.0547
Si  2.7345  5.469  0.6835  -0.1581  0.1097  -0.0252
Si  8.2035  5.469  0.6835  0.0777  -0.1586  0.1006
Si  0  8.2035  0.6835  0.1472  -0.1066  0.0665
Si  5.469  8.2035  0.6835  -0.035  0.1281  -0.0298
Si  4.11  1.3543  2.0545  -0.0022  -0.0057  0.0084
Si  9.5392  1.3861  2.0427  0.0035  -0.0188  0.0029
Si  1.3308  4.1334  2.0566  0.0048  -0.0117  -0.0093
Si  6.85  4.0765  2.0525  -0.0082  0.0005  0.0198
Si  4.0783  6.8603  2.0405  0.0119  -0.0061  0.0032
Si  9.5874  6.8189  2.0516  -0.0067  -0.003  0.0076
Si  1.375  9.5607  2.0534  0.0001  -0.0001  0.0211
Si  6.8288  9.5752  2.0656  -0.0162  0.0032  -0.0121
Si  -0.0423  -0.0115  3.3523  -0.0453  0.0087  -0.0849
Si  5.4599  -0.0091  3.483  0.0044  -0.0037  0.0273
Si  2.6948  2.7239  3.3513  -0.0175  0.0007  -0.0988
Si  8.1813  2.7031  3.4908  0.0107  -0.0219  0.0268
Si  -0.0283  5.473  3.5095  -0.0001  0.0009  0.0369
Si  5.4547  5.4705  3.337  -0.013  0.0275  -0.1094
Si  2.7332  8.2076  3.479  0.012  -0.0085  0.0239
Si  8.2161  8.1822  3.3856  0.0279  0.0124  -0.0534
Si  1.2894  1.3695  4.6755  0.0113  -0.0104  0.0497
Si  6.8363  1.3086  4.9133  0.0015  0.0018  -0.03
Si  4.0603  4.1193  4.6419  0.0133  -0.0031  0.0602
Si  9.5274  4.068  4.8973  -0.0018  0.0129  -0.034
Si  1.3521  6.8739  4.8908  -0.0124  0.006  -0.0302
Si  6.8304  6.8023  4.6899  0.0049  -0.0019  0.0481
Si  4.1027  9.5657  4.8932  -0.0017  0.0064  -0.0313
Si  9.5686  9.5666  4.7458  0.006  -0.0037  0.0303
Si  2.6167  0.045  6.1068  0.0057  0.0101  0.0224
Si  8.2248  -0.1294  6.2665  -0.0017  0.0038  0.0004
Si  -0.0242  2.6541  6.1949  -0.012  0.0015  0.0103
Si  5.3753  2.773  6.0711  -0.0059  -0.0044  0.02
Si  2.7493  5.4351  6.1308  -0.0042  0.0126  0.0051
Si  8.0906  5.4416  6.1846  0.0064  0.0014  0.0132
Si  -0.0059  8.3005  6.2338  -0.0009  -0.0025  0.0082
Si  5.5625  8.1539  6.1585  -0.0058  0.0029  0.0096
Si  3.4687  1.9513  7.1741  0.0244  -0.0281  0.0112
Si  10.0197  0.8351  7.4679  0.0043  -0.0055  0.0076
Si  1.7668  3.6656  7.3409  0.0034  0.0012  0.02
Si  6.2037  4.5307  7.386  0.003  -0.0052  0.0057
Si  4.6314  6.3117  7.257  0.004  0.0036  0.013
Si  9.1646  7.1909  7.3266  0.0011  -0.0054  0.0086
Si  0.891  10.1615  7.5204  -0.0016  -0.001  -0.0009
Si  7.4118  8.8907  7.4913  0.0046  0.0002  0.0102
O  4.5554  6.6005  8.886  0.0044  -0.0061  -0.0104
O  1.397  3.9922  8.9333  0.0007  0.0004  -0.0153
O  9.7528  6.5438  8.7417  0.0005  0.0025  -0.0073
O  1.3042  10.114  9.1524  -0.0012  0.0013  -0.001
O  6.0666  4.2269  9.0278  0.0019  0.0012  -0.006
O  3.7047  1.6418  8.7691  0.0109  -0.0085  0.0205
O  7.1459  8.9742  9.1441  -0.0016  0.0075  0.0003
O  9.6486  1.087  9.0699  0  0.0014  -0.0033
O  8.2669  2.6604  22.7637  -0.0029  0.0096  -0.0136
O  10.9321  5.6039  22.6303  -0.0077  0.0423  -0.0793
O  5.6971  0.026  22.7829  -0.0835  0.1025  -0.125
O  5.4257  5.4373  22.6501  0.0236  0.0058  0.0128
O  2.1045  2.8485  22.4658  -0.0018  0.0084  0.0305
O  3.4511  7.8861  22.5001  -0.0544  -0.0029  -0.0424
O  8.8743  8.9147  22.2688  -0.0186  -0.0872  0.232
O  -0.1499  11.2755  22.6068  -0.0643  -0.0174  0.0567
Si  2.1764  2.9513  12.8785  0.0048  -0.0049  0.0107
Si  8.6904  1.325  10.3604  -0.0079  0.0037  0.0079
Si  1.0987  4.5016  15.3331  0.0115  0  0.0071
Si  7.5506  5.5915  12.2038  -0.0027  0.0063  0.0054
Si  2.4818  8.166  21.2251  0.0186  -0.0183  0.033
Si  5.426  7.8077  12.4676  0.002  0.0038  0.0075
Si  9.3024  0.4553  15.5031  0.0015  0.0011  0.0041
Si  2.9779  -0.0215  16.6898  0.0096  0.001  0.0127
Si  10.4845  1.1502  12.6025  0.0102  -0.0059  0.0027
Si  7.809  2.8379  21.2311  -0.0381  -0.0178  0.0212
Si  9.1601  8.7849  14.4635  -0.0019  -0.0032  0.0058
Si  1.4789  4.7708  10.3618  0.0035  0.0023  0.0099
Si  4.5191  9.4973  19.1769  0.0302  0.03  0.0527
Si  11.1468  6.0764  21.0806  -0.0735  0.1205  0.0417
Si  6.6545  10.4545  14.8521  -0.0021  0.0015  0.0063
Si  5.4404  0.716  21.3051  0.0473  -0.0649  0.1048
Si  2.3501  9.8145  10.3804  0.0047  0.006  0.006
Si  0.5527  10.6332  21.301  0.0414  -0.0085  0.0012
Si  5.9297  5.3115  21.1214  0.0291  0.0067  -0.0348
Si  3.6407  7.0878  10.1145  -0.005  0.0033  0.0141
Si  9.0772  5.6914  14.8379  -0.0041  -0.0081  0.0167
Si  3.7218  4.1179  19.0927  0.0011  -0.0048  0.0117
Si  10.0877  3.6421  19.3323  0.0079  0.0218  0.0103
Si  4.2975  8.6783  15.3708  -0.0002  0.003  0.0055
Si  0.4999  1.9163  17.1611  0.0079  0.0024  0.0055
Si  6.8865  7.5749  19.2347  0.0059  0.003  0.0115
Si  5.3221  3.6396  16.7413  0.0007  0.0056  0.0167
Si  7.8451  5.0178  17.5412  -0.0014  0.0083  0.0144
Si  6.6636  9.9407  10.3672  -0.0069  0.0077  -0.0065
Si  4.3841  1.064  10.098  0.0067  0.0075  -0.0149
Si  -0.0196  9.0827  11.9049  0.0036  0.007  0.0034
Si  9.3417  8.6752  20.7144  -0.11  0.0005  0.156
Si  4.5933  1.6783  14.5854  -0.0028  -0.0031  0.0094
Si  2.5408  2.108  21.0861  0.0313  -0.0316  -0.0253
Si  6.3338  3.3544  10.3773  0.0048  -0.0132  0.0044
Si  3.4711  5.9222  16.72  0.0061  -0.0069  0.0059
Si  9.8893  6.5292  10.3547  0.0019  0.0008  0.0079
O  0.1735  2.6041  18.6  -0.0051  0.0069  -0.0018
O  2.976  9.6491  15.6209  0.0047  -0.0044  -0.0058
O  10.9682  4.7432  20.1609  -0.0243  -0.0311  0.0032
O  7.5963  2.4369  9.942  0.0002  0.0029  0.0083
O  10.9285  5.3307  10.805  0.0018  0.0008  -0.007
O  6.6098  6.7577  12.8622  0.0075  -0.0079  -0.0113
O  10.3383  8.0499  10.7869  0.0042  0.0009  -0.0021
O  7.7005  9.4663  13.9977  0.006  0.0002  -0.0019
O  8.4213  6.211  10.9776  -0.0017  -0.0033  0.0016
O  5.3217  10.4647  20.218  -0.0481  -0.0093  -0.0409
O  2.1772  3.7175  11.4211  -0.0011  0.0063  -0.0085
O  8.0943  8.6039  19.6527  0.0495  -0.0071  0.0414
O  6.35  6.7879  20.5685  -0.0096  -0.0232  0.0018
O  5.5526  2.737  15.4016  0.003  -0.0005  -0.006
O  1.4985  0.8931  20.6706  0.0125  0.0174  0.0112
O  6.0523  9.078  11.6222  0.0008  -0.004  -0.0077
O  4.6828  5.01  16.1228  -0.008  0.0086  0.0004
O  6.6618  3.9024  17.6399  -0.0008  -0.0006  -0.0085
O  10.5175  10.6563  11.8157  0.007  0.0043  0.0047
O  5.6174  0.505  14.0008  0.0041  0.0008  -0.0027
O  8.0874  5.0778  15.9477  0.0182  0.0059  -0.0223
O  9.7668  9.8159  15.5858  0.002  -0.0029  -0.003
O  -0.3535  5.1703  15.1052  -0.0043  0.0035  -0.0053
O  1.6805  6.779  20.8646  -0.057  0.0255  0.0467
O  1.5562  0.6466  17.1906  -0.0023  0.003  -0.0045
O  6.6751  1.6998  20.8993  0.0082  0.0182  0.0178
O  1.0406  1.7662  12.8262  -0.0089  -0.0018  -0.0034
O  3.2503  5.4994  18.3067  0.005  -0.0006  -0.0123
O  9.5515  2.0141  11.5805  0.0001  -0.008  -0.0084
O  1.0421  3.1148  16.1935  0.0021  0.0078  -0.0058
O  8.5883  5.1496  13.3825  0.0009  0.0029  0.0008
O  10.3073  8.5678  13.3194  0.0004  0.0019  -0.0029
O  1.501  9.372  21.7249  0.026  -0.0352  -0.0064
O  10.3379  9.9516  20.3256  -0.051  -0.0255  -0.0231
O  3.1876  0.2182  10.8682  0.0034  -0.0055  -0.0072
O  5.0875  2.3622  10.8337  0.0087  -0.0032  -0.0131
O  1.7587  4.1332  13.9036  -0.0056  -0.0007  0.0068
O  7.9137  10.8895  10.8462  0.0006  0.0063  -0.0107
O  9.1905  4.4865  18.2684  0.0087  -0.0035  0.0036
O  5.6823  9.4982  15.778  0.0025  0.0007  -0.0059
O  5.5324  -0.021  9.7216  0.0053  0.0014  0.0206
O  3.6173  2.2998  13.4009  -0.0028  0.0039  -0.0055
O  2.0321  5.6482  16.0117  0.0029  -0.0104  -0.0093
O  9.737  1.0525  14.0438  0.0058  0.0011  -0.0098
O  4.4062  6.9574  11.5338  -0.0012  0.0004  -0.0101
O  4.7838  4.6099  20.2144  0.0165  0.0157  0.0073
O  10.0002  1.3372  16.653  0.0027  -0.0015  -0.0035
O  6.6638  4.3323  11.6503  0.0045  0.0002  -0.0082
O  5.6522  8.4561  18.6158  -0.0039  0.0048  0.0044
O  9.1178  2.7114  20.2681  0.0086  0.0107  0.0013
O  3.6622  1.1512  15.8079  0.0057  0.0045  -0.0078
O  4.2921  3.1033  17.9176  0.0022  0.0085  -0.0069
O  10.0467  7.2032  20.6478  0.1516  -0.1081  -0.0361
O  3.3494  8.6634  9.8124  0.0013  -0.0025  -0.0028
O  3.9744  7.4354  16.3832  -0.0001  -0.0013  -0.0107
O  7.6689  0.4848  15.712  0.0058  0.0008  -0.0045
O  8.939  7.3018  15.0517  0.004  0.003  -0.0056
O  4.0374  1.5186  21.3634  0.023  0.0034  -0.0206
O  1.606  9.1502  11.6947  -0.0085  0.0001  -0.0035
O  2.3242  6.1526  10.2003  0.0061  -0.0015  -0.0054
O  7.3874  6.4721  18.1341  0.0052  -0.0052  0.0004
O  7.2443  4.3513  21.0295  -0.0123  -0.0158  0.004
O  4.5664  8.2571  13.8004  0.0034  0.0012  -0.0053
O  3.345  8.6429  19.9309  0.0057  0.0013  0.008
O  2.6076  3.2237  19.8871  0.0007  0.0046  -0.0022
O  3.8187  10.4111  18.0106  -0.0076  -0.002  -0.0092

Results
free energy: -131423.217 eV
free energy less fixed offsets of O -568.88, P -755.39, Si -635.61 eV per atom: 0.633 eV

The program warned: the cutoff lies below the one the program advises for these potential files; the exchange-correlation potential is rough where the density is thin.
